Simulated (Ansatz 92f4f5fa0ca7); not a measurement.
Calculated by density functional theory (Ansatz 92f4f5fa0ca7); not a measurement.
Periodic cell of 256 atoms, Si144O112, from a study of silicon, its oxide and their interface. The atomic structure is a simulated model.
Doubt: the cutoff is far below the 930 eV that the study's wrapper takes by default for these files, so forces and energies are approximate.

Settings: functional PBE; potential files Ansatz PAW; basis plane waves; wave-function cutoff 580 eV; density cutoff ratio 5; exchange-correlation grid ratio 1; k mesh 1 x 1 x 1, Gamma-centred; self-consistency stop 5e-08 eV per atom in the density residual; occupations fixed; spin none; net charge 0.

Cell vectors (angstrom)
a 10.938 0 0
b 0 10.938 0
c -1.9408 -5.264 36.733

Atoms: element, x, y, z (angstrom)
Si -0.3887 -6.8256 28.9692
Si 2.6426 -4.4446 29.4075
Si -0.9293 -0.7562 29.0597
Si 1.8459 -9.0716 29.1567
Si -6.6652 -6.2577 29.5689
Si -3.9231 -3.9473 28.9744
Si 5.1233 -1.4215 29.2909
Si -3.1971 -9.5064 29.2515
Si 0.7384 -5.2802 30.4915
Si 3.5078 -2.5852 30.5847
Si 0.7019 -10.6684 30.4675
Si 3.3191 -8.0177 30.7375
Si -4.8441 -5.2691 30.668
Si -1.82 -2.4482 30.4555
Si 6.2533 0.1904 30.6031
Si -1.947 -7.9323 30.4715
Si -0.5561 -3.8489 31.8872
Si 2.1168 -1.1429 31.8738
Si -0.6088 -9.3219 31.9154
Si 2.0399 -6.5822 32.011
Si 4.86 -3.8441 32.0168
Si 7.6428 -1.1916 31.9229
Si 4.859 1.5737 31.9419
Si -3.324 -6.6079 31.8954
Si -1.9408 -5.264 33.3147
Si 0.7937 -2.5295 33.3147
Si -1.9408 0.205 33.3147
Si 0.7937 -7.9985 33.3147
Si 3.5282 -5.264 33.3147
Si 6.2627 -2.5295 33.3147
Si 3.5282 0.205 33.3147
Si 6.2627 -7.9985 33.3147
Si 1.3673 -1.3673 3.418
Si 4.1018 1.3673 3.418
Si 1.3673 4.1018 3.418
Si 4.1018 -4.1018 3.418
Si 6.8362 -1.3673 3.418
Si -1.3673 1.3673 3.418
Si 6.8362 4.1018 3.418
Si -1.3673 6.8362 3.418
Si 2.7765 -0.0601 4.7386
Si 5.4963 2.6854 4.7514
Si 2.7302 5.4889 4.7983
Si 5.4878 -2.725 4.8346
Si -2.6667 0.0269 4.8593
Si -0.0307 2.7182 4.8239
Si 8.2394 5.4813 4.7477
Si 0.0219 -2.7701 4.8059
Si 1.4068 1.2779 6.0291
Si 4.1709 4.1254 6.0292
Si 1.3918 -4.126 6.2582
Si 4.0581 -1.4095 6.2021
Si -3.9413 1.5083 6.2064
Si -1.3892 4.1649 6.2081
Si 6.8805 -4.1272 6.1292
Si -1.3121 -1.4362 6.2327
Si 0.4479 -0.359 7.443
Si 2.947 2.5378 7.1951
Si -0.2048 -5.2693 7.6402
Si 2.6342 -2.5992 7.6285
Si 4.9136 0.0884 7.7941
Si -3.3083 3.4945 7.4206
Si 5.8624 5.0967 7.3476
Si -2.4982 -3.074 7.5687
Si -0.5735 -6.6312 34.682
Si 2.161 -3.8967 34.682
Si -0.5735 -1.1622 34.682
Si 2.161 1.5723 34.682
Si 4.8955 -6.6312 34.682
Si -3.308 -3.8967 34.682
Si 4.8955 -1.1622 34.682
Si 7.63 1.5723 34.682
Si 0.7937 -5.264 36.0492
Si 3.5282 -2.5295 36.0492
Si 0.7937 0.205 36.0492
Si 3.5282 -7.9985 36.0492
Si -4.6753 -5.264 36.0492
Si -1.9408 -2.5295 36.0492
Si 6.2627 0.205 36.0492
Si -1.9408 -7.9985 36.0492
Si 1.3673 1.3673 0.6835
Si 4.1018 4.1018 0.6835
Si 1.3673 6.8362 0.6835
Si 4.1018 -1.3673 0.6835
Si 6.8362 1.3673 0.6835
Si -1.3673 4.1018 0.6835
Si 6.8362 -4.1018 0.6835
Si -1.3673 -1.3673 0.6835
Si 0 0 2.0507
Si 2.7345 2.7345 2.0507
Si 0 5.469 2.0507
Si 2.7345 -2.7345 2.0507
Si 5.469 0 2.0507
Si 8.2035 2.7345 2.0507
Si 5.469 5.469 2.0507
Si 8.2035 -2.7345 2.0507
Si -1.9102 -1.9706 23.7098
Si 4.4849 -3.0422 17.194
Si 5.6823 -8.121 27.2774
Si 0.0624 -8.8703 25.0863
Si -0.1976 -9.2524 22.0269
Si 6.1581 -5.9482 21.8087
Si -0.1697 -1.6047 14.1623
Si -2.4366 2.2184 12.9788
Si 2.7389 -2.3916 21.94
Si -2.2132 -2.3814 19.4535
Si 1.267 -10.0353 19.7416
Si 4.9635 0.8674 10.5493
Si -1.1376 -6.279 25.8897
Si -0.9843 0.1872 10.0404
Si 7.6431 2.3679 10.2287
Si -0.1886 -0.8249 26.051
Si 2.6305 -1.6847 25.005
Si -4.3877 -4.628 18.9693
Si 0.0152 -7.8498 18.2371
Si 3.8039 -10.504 27.0058
Si -3.4146 -4.6076 24.2596
Si 0.2384 1.0801 12.7368
Si 1.3773 -3.9295 13.4427
Si 2.5738 3.5931 16.7405
Si 1.9136 -4.4649 16.383
Si 0.757 -6.4003 20.8987
Si 1.7455 4.2849 9.5927
Si -0.1538 -3.4534 21.627
Si 5.9958 -5.3134 26.5348
Si -2.7342 0.0422 21.3427
Si 1.6531 -6.3396 24.946
Si -0.7309 -3.0268 16.778
Si -3.0222 -7.3907 18.0897
Si 5.9185 -2.3444 14.6641
Si 2.6506 2.4527 11.7928
Si 4.14 -4.521 9.6873
Si 4.3012 -4.2324 12.7335
Si 3.3831 -0.9597 19.3117
Si 6.824 -0.4146 12.5673
Si 6.9564 3.4984 15.3387
Si 3.1937 -5.4813 22.2602
Si 4.1959 3.8827 14.0745
Si -2.6539 -2.3042 10.4446
Si 3.9214 -9.0051 18.9921
Si -4.3621 -8.6102 20.5317
Si 3.1627 -4.3265 26.6144
Si -1.3833 -3.84 12.5715
Si 8.1438 -4.5774 15.0247
O 5.3919 -4.2381 17.8667
O -1.3271 -4.1341 8.1128
O 4.0916 1.5136 7.7934
O 4.8999 -0.2994 9.4033
O -2.0916 -10.5795 28.6238
O 0.7925 -7.9294 28.5067
O -0.5309 -1.8013 15.7229
O 1.4474 -7.9645 25.0897
O 2.9115 5.3716 9.8101
O 6.4686 0.4086 7.3702
O 7.6351 -2.5969 8.9719
O 2.1453 3.199 8.4592
O 4.9034 -2.9534 13.5368
O -3.0212 -3.0406 24.2047
O 2.2258 -3.8851 27.867
O 2.5778 -9.8428 27.8737
O 8.5635 -3.5869 29.3535
O -1.2591 -3.1404 20.5067
O 4.8159 -7.312 28.3881
O 6.1136 -4.6286 25.068
O 1.8082 -0.4953 19.0912
O -1.6405 -4.2256 16.1217
O -2.8582 3.3539 9.0284
O 4.6104 5.4233 13.7078
O -0.7058 -2.8755 23.058
O 4.5501 -0.6649 27.9433
O 0.2016 -7.6925 21.7541
O 0.0455 -5.077 21.5692
O -3.7997 -4.8416 27.5994
O 8.0817 2.8016 14.4135
O 1.538 -1.4321 8.1632
O 0.3733 5.0124 9.0691
O -2.5244 -0.8779 20.0057
O 7.2524 5.0885 15.4409
O 3.5035 -3.1929 8.9345
O 1.7699 1.5964 12.8665
O -1.4528 3.4538 17.6542
O 3.2306 -3.1194 25.5196
O 8.0236 0.6619 12.8197
O 4.8133 -4.2619 11.1755
O 0.3881 -6.6799 19.3338
O 1.2362 -2.6524 21.3558
O 1.0736 -1.6424 25.4432
O 5.5197 3.1653 14.672
O -0.8094 2.3019 12.9512
O -4.1637 -7.4475 21.656
O 1.0858 2.9573 16.9958
O 2.3786 -6.1336 20.9957
O 7.2392 -5.1657 22.7598
O 2.3857 5.1482 17.1991
O -0.4007 -1.3267 27.5888
O 1.2481 -2.335 13.8051
O 4.8142 -9.2982 26.5539
O -1.3286 -2.3295 13.2484
O 1.6182 3.4476 10.9995
O -0.1303 -9.5271 23.6179
O -1.1807 -7.8703 25.4599
O -3.5709 -3.2486 19.2553
O 2.6965 -4.1286 12.5593
O -0.2404 0.5353 8.6477
O -1.4333 -2.3165 18.0401
O 3.2691 -3.5873 16.2625
O 5.9456 -5.1521 20.3967
O -1.3359 -1.391 10.1439
O 0.7118 -3.6928 17.1766
O 3.3504 -0.369 25.6522
O 5.0956 -8.353 19.8903
O 0.1507 -4.3938 12.4634
O 2.6803 -5.7813 26.0598
O 0.0638 0.4939 11.2369
O -2.3635 -5.5035 25.1485
O 7.2714 -1.5601 11.4899
O 2.2519 -5.8864 23.5247
O -2.6087 -0.9355 22.6528
O 3.0034 3.6239 15.1607
O 3.4111 -3.8687 22.125
O 3.7711 3.2461 12.6507
O 0.017 -9.3377 18.9542
O 5.4682 0.2737 11.9806
O 2.491 -8.9409 19.7821
O 6.2202 -2.526 28.6813
O 0.2059 -5.6248 25.2053
O 2.7703 -1.6228 23.3833
O -4.8612 -6.9267 26.231
O 3.5465 -1.4462 20.8762
O -1.6758 -9.6602 21.5015
O 5.2992 -2.0833 16.1488
O -3.4384 -5.8361 18.4043
O -1.0487 -6.2062 27.5376
O -3.921 -8.7895 27.9364
O 3.7153 2.7722 17.5916
O 4.6458 -4.6786 27.1922
O -2.143 -3.7017 11.1412
O 7.1859 -3.3 14.8905
O -4.1678 -10.1041 21.1838
O -2.3699 1.0265 10.1182
O 5.331 -5.1976 8.8009
O 1.4043 -4.7788 14.8447
O 3.8154 -2.2009 18.3957
O 4.6764 -6.1038 22.4793
O -1.4276 -1.1524 25.0373
O 7.8966 3.0533 11.7005
O 0.0948 -10.144 26.0966
O -0.043 -0.027 13.8843
O -2.1669 -4.8809 13.5462
O -3.2525 -8.3688 19.3631
O 0.8428 -10.2851 21.2994
O 7.0207 2.9394 16.8604
O 4.2899 0.3333 18.854
O 6.456 -0.9446 14.0539
O 6.0575 2.0043 10.0814
O 3.4767 1.4998 10.76

Results
free energy: -155245.894 eV
free energy less fixed offsets of O -568.88, Si -635.61 eV per atom: -3.494 eV

Forces (eV/angstrom), in the order of the atoms: element, x, y, z
Si -0.0888 0.1636 -0.2481
Si -0.4248 0.3733 0.0622
Si 0.103 0.0937 -0.2094
Si 0.2427 -0.041 -0.2059
Si 0.3136 -0.737 0.1701
Si -0.0554 0.0013 -0.2082
Si 0.1488 -0.0032 -0.4032
Si -0.0223 0.0175 -0.3717
Si 0.0093 -0.142 -0.1949
Si 0.0417 0.0866 -0.0609
Si 0.0586 -0.0443 -0.0056
Si 0.01 0.0782 -0.2025
Si -0.048 0.0186 -0.1387
Si 0.0342 -0.0349 0.0431
Si -0.0845 -0.0383 0.0143
Si 0.0889 -0.0222 -0.0615
Si 0.001 -0.0831 0.1435
Si -0.0436 0.1302 -0.0291
Si -0.012 0.0705 0.0409
Si -0.0702 -0.0187 0.1401
Si 0.0177 -0.009 0.2357
Si 0.0423 -0.0145 -0.0178
Si 0.0179 0.0777 0.0094
Si 0.0154 0.0102 0.077
Si 0.0081 0.2517 -0.5223
Si 0.1096 0.1151 -0.2517
Si 0.036 -0.0089 -0.2278
Si -0.5485 -0.0934 0.4551
Si -0.3155 0.0695 0.2471
Si 0.1876 0.1496 0.3121
Si -0.233 -0.1887 -0.2725
Si 0.0175 0.012 -0.3151
Si -0.0213 -0.3522 -0.148
Si 0.0979 -0.2573 -0.3559
Si -0.168 -0.0328 0.3653
Si 0.0129 0.2856 0.2184
Si 0.2127 0.3208 0.5676
Si 0.0883 -0.0053 0.006
Si 0.2631 -0.102 -0.1277
Si 0.2785 0.0887 -0.2993
Si 0.0988 0.0527 -0.2336
Si 0.082 -0.0329 -0.0122
Si -0.0363 0.0627 -0.0441
Si -0.0117 -0.0244 -0.0613
Si 0.0042 -0.1895 -0.1655
Si -0.0265 0.1528 -0.0358
Si -0.0354 -0.0511 -0.1222
Si 0.0416 -0.0591 0.0432
Si -0.1678 -0.0663 0.0528
Si 0.0276 -0.0208 0.0331
Si -0.0842 -0.0296 0.2455
Si 0.0425 -0.0916 0.0275
Si 0.0997 0.0654 0.2726
Si 0.0454 -0.0238 0.0423
Si 0.0283 -0.0319 0.0132
Si -0.026 -0.0496 0.2122
Si -0.1327 -0.0104 0.1589
Si -0.0022 0.0742 0.4732
Si -0.0663 -0.0157 0.0947
Si -0.1416 0.0446 0.1649
Si 0.1116 0.1761 0.3348
Si 0.5254 -0.5028 0.0453
Si -0.4679 0.5311 0.1818
Si -0.0364 0.1705 0.2991
Si -0.0316 -0.1981 0.0232
Si 0.0741 -0.0211 0.0292
Si 0.0342 0.0271 -0.0373
Si -0.0438 -0.0381 -0.0413
Si 0.0023 -0.0148 -0.0455
Si 0.0081 0.0322 -0.0197
Si 0.05 -0.019 0.0054
Si -0.0276 -0.0586 -0.0285
Si -0.0342 0.0863 -0.018
Si -0.017 -0.0229 -0.0016
Si -0.0058 0.0091 -0.0202
Si 0.0064 -0.0147 -0.0266
Si 0.0127 0.0367 -0.0302
Si -0.026 -0.0039 -0.0236
Si -0.0459 0.0304 0.0032
Si -0.0345 0.0903 0.0039
Si 0.0175 -0.0221 0.0131
Si -0.0111 0.0244 0.0191
Si 0.0513 -0.0491 -0.0032
Si -0.0001 -0.0176 0.006
Si 0.0327 -0.0224 0.0069
Si 0.0336 -0.0552 0.0172
Si 0.0044 0.0112 0.0437
Si -0.06 -0.0506 0.017
Si 0.0131 0.0611 0.0175
Si -0.0202 -0.0798 0.0443
Si -0.0405 0.0562 -0.0225
Si -0.0312 0.0068 -0.0238
Si -0.0095 0.0815 -0.0243
Si -0.0507 0.0331 -0.0105
Si 0.0083 -0.0243 0.0573
Si 0.0921 0.0735 0.0541
Si 0.0043 -0.1528 0.1834
Si 0.0022 0.0461 -0.1542
Si -0.0177 0.2344 0.0816
Si 0.019 0.1195 -0.0084
Si 0.0645 0.0657 0.3465
Si 0.0596 0.0454 0.3137
Si -0.0021 0.0877 -0.1947
Si 0.1409 -0.0595 -0.142
Si -0.0358 -0.009 0.2822
Si 0.1092 -0.0263 0.136
Si -0.0124 -0.016 0.2175
Si 0.0648 0.1751 0.2934
Si 0.1718 -0.1274 -0.2735
Si 0.0058 0.0043 0.3307
Si -0.1099 -0.1011 0.298
Si 0.158 0.1454 -0.3298
Si -0.1571 0.0021 0.0153
Si 0.0057 -0.0498 0.0864
Si 0.0711 -0.1055 0.0567
Si -0.0801 -0.0561 0.0038
Si -0.0477 0.0923 0.1529
Si 0.0727 0.1833 0.021
Si -0.0742 0.0797 -0.108
Si -0.0072 0.0171 -0.216
Si -0.0924 0.0171 -0.2605
Si -0.0534 -0.0361 0.2777
Si -0.0708 -0.2988 -0.0537
Si -0.032 0.0141 0.2475
Si 0.1963 -0.0251 -0.355
Si 0.1225 -0.0431 0.2495
Si -0.2626 -0.0997 0.0486
Si -0.0216 0.0256 -0.2881
Si -0.0812 -0.0631 -0.0996
Si 0.0305 0.1399 -0.239
Si 0.0236 -0.2019 0.2126
Si 0.0941 -0.0817 -0.0578
Si -0.0459 0.021 0.1946
Si -0.0867 -0.0153 0.1588
Si 0.0241 0.1578 -0.0105
Si 0.0436 -0.0786 -0.3057
Si -0.0563 0.0278 0.2875
Si 0.0397 -0.0592 -0.2455
Si 0.1084 0.0309 0.191
Si -0.0843 -0.0293 -0.0162
Si 0.0269 0.0925 0.1726
Si -0.0864 0.1099 -0.5221
Si 0.0569 0.0685 -0.0374
Si 0.0274 0.0451 -0.31
O 0.03 -0.0545 0.0442
O -0.017 -0.0573 -0.3098
O -0.0372 -0.0453 -0.2951
O 0.0096 -0.2311 -0.2527
O 0.0124 -0.1013 0.2839
O 0.0285 -0.1404 0.3531
O -0.0038 -0.0702 0.2423
O -0.0041 -0.0474 0.0543
O 0.0978 0.0892 0.0672
O -0.0624 0.1589 -0.2741
O 0.0287 -0.1819 -0.3826
O 0.0328 0.0225 -0.1316
O -0.0133 -0.0624 -0.0162
O 0.0031 0.0036 -0.0837
O 0.2182 -0.1813 0.3269
O -0.0966 0.1247 0.0877
O -0.0891 0.141 0.285
O -0.0616 -0.0076 -0.129
O -0.1011 0.0758 -0.178
O -0.0473 -0.0346 0.189
O 0.0211 0.0115 -0.0771
O 0.0385 -0.0281 0.141
O -0.1092 0.2325 -0.2618
O 0.0016 0.0466 -0.0039
O 0.0464 -0.0031 -0.128
O -0.0085 -0.1073 0.1928
O 0.0324 0.1316 -0.139
O -0.0216 -0.033 -0.0989
O 0.0441 -0.0322 0.0054
O -0.0686 0.0914 0.166
O -0.0641 -0.0037 -0.4523
O -0.069 0.1377 -0.21
O -0.0187 0.0023 -0.1254
O -0.0089 0.0375 0.1421
O -0.1092 0.0607 -0.2374
O 0.0228 0.0031 -0.074
O 0.0093 0.0242 -0.0006
O 0.0477 -0.1763 0.0981
O -0.0568 -0.0834 0.0295
O -0.0404 0.0245 -0.23
O -0.0103 0.0314 -0.1339
O 0.0331 0.0181 -0.094
O -0.0432 -0.0245 0.0391
O 0.0266 0.0092 0.1129
O -0.0894 -0.024 0.0104
O 0.0018 -0.1058 -0.1209
O -0.0441 0.0148 0.0693
O -0.0216 -0.0454 -0.1749
O -0.0398 -0.0771 -0.1987
O 0.0194 -0.004 0.0925
O -0.1702 0.0096 0.3312
O 0.0138 -0.1136 0.0389
O 0.0202 0.0423 0.0617
O 0.0015 -0.0273 0.0162
O -0.0611 0.1772 -0.2232
O -0.0267 -0.0268 -0.1531
O -0.0224 0.0281 0.1086
O -0.0661 0.0116 -0.029
O 0.047 -0.0198 -0.0204
O 0.1445 -0.0391 -0.1695
O -0.0118 0.0669 0.04
O 0.0491 0.0102 0.0995
O -0.0022 0.0602 -0.1882
O 0.0399 -0.0808 -0.0177
O 0.0436 -0.0231 0.1051
O 0.1067 0.1981 0.2012
O -0.0176 -0.0079 -0.0439
O -0.0026 0.0275 0.0656
O 0.1744 0.0923 0.1334
O -0.0687 -0.056 -0.1442
O -0.0125 0.0288 0.0646
O 0.025 -0.0969 -0.1289
O 0.0742 0.0689 -0.1412
O -0.0693 0.1063 -0.1422
O -0.0801 0.0302 0.2183
O 0.0326 -0.0213 -0.1017
O 0.0195 0.0756 0.0018
O -0.0195 0.0161 -0.1074
O -0.0444 -0.0207 -0.0952
O 0.0546 0.0332 -0.0536
O -0.1533 -0.0125 0.3814
O -0.0324 0.0168 0.0886
O 0.0152 -0.0544 -0.1057
O 0.0122 -0.0468 0.0417
O 0.063 0.0866 -0.1868
O -0.1261 -0.0255 -0.1356
O -0.076 -0.0581 0.1909
O 0.0303 0.0489 -0.003
O 0.1792 -0.1515 0.4487
O 0.0637 -0.087 0.254
O 0.0504 -0.049 0.1109
O -0.1278 0.0101 0.0901
O -0.0165 0.0082 0.0233
O 0.0218 -0.0319 0.1004
O -0.0458 0.0373 -0.0728
O -0.0591 0.0198 -0.1022
O 0.1679 -0.1777 -0.1696
O 0.0122 -0.0529 0.184
O -0.0007 -0.0017 0.0101
O 0.0457 -0.0251 -0.1085
O -0.0275 0.0061 0.0251
O -0.0116 0.0195 -0.0426
O 0.036 -0.0154 0.0857
O -0.0222 -0.0883 0.0766
O -0.0331 -0.013 0.107
O 0.0303 0.0023 -0.0348
O 0.0207 0.0069 -0.1806
O 0.0219 0.0196 0.1841
O 0.0228 -0.0136 -0.0185
O -0.013 -0.0906 0.0938
O -0.0317 0.0305 -0.0385
O -0.0089 0.03 -0.0869

The program warned: the cutoff lies below the one the program advises for these potential files; the forces do not sum to zero within the program's tolerance; the exchange-correlation potential is rough where the density is thin.
